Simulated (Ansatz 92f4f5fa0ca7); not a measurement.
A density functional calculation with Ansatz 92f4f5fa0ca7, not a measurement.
Periodic cell of 218 atoms, Si134O84, from a study of silicon, its oxide and their interface. The atomic structure is a simulated model.
Doubt: the cutoff is far below the 930 eV that the study's wrapper takes by default for these files, so forces and energies are approximate.
This geometry differs little from another in the collection (a relaxation step or a small displacement).

Settings: functional PBE; potential files Ansatz PAW; basis plane waves; wave-function cutoff 580 eV; density cutoff ratio 5; exchange-correlation grid ratio 1; k mesh 1 x 1 x 1, Gamma-centred; self-consistency stop 5e-08 eV per atom in the density residual; occupations fixed; spin none; net charge 0.

Cell vectors (angstrom)
a	10.938	0	0
b	0	10.938	0
c	0	0	32.0675

Atoms and the computed forces on them: element, x, y, z (angstrom), force x, y, z (eV/angstrom)
Si	0.4757	-0.4778	24.7516	-0.017	0.0628	-0.1058
Si	5.7931	-0.4585	24.7173	-0.0495	0.0579	0.0103
Si	2.549	2.8196	24.7658	0.0917	-0.0529	-0.0635
Si	7.6967	3.3805	24.5204	0.0247	-0.0068	-0.1019
Si	0.7727	4.6604	24.6419	-0.0404	0.0208	-0.0836
Si	5.9121	5.0839	24.5196	-0.0412	0.0383	-0.0483
Si	2.1006	8.6012	24.7048	0.0358	-0.0706	-0.0688
Si	7.6446	8.7721	24.6149	0.0658	-0.0743	-0.0311
Si	1.3825	1.2685	26.0611	-0.0363	0.0266	0.0165
Si	6.8546	1.4164	25.7817	0.0049	-0.0333	0.0333
Si	4.1797	4.1009	25.888	-0.0199	0.0136	0.0193
Si	9.6275	4.0768	25.7793	0.0253	0.0162	0.0463
Si	1.3378	6.7036	25.9005	-0.0202	0.0216	0.0442
Si	6.8468	6.8573	25.8249	0.0041	-0.0132	0.0351
Si	4.0503	9.4531	25.9315	-0.001	-0.0191	0.0253
Si	9.5191	9.5707	25.8869	-0.0071	-0.0174	0.0306
Si	2.8057	-0.0523	27.3427	-0.0398	-0.0179	-0.0159
Si	8.2169	0.0664	27.2513	-0.0418	-0.02	-0.0503
Si	-0.0411	2.7045	27.2844	0.0328	0.0331	-0.0109
Si	5.4918	2.7017	27.2631	0.0218	0.028	-0.0187
Si	2.7933	5.4678	27.2826	-0.0092	-0.0481	-0.0335
Si	8.2741	5.4992	27.2127	-0.0356	-0.0361	-0.0118
Si	-0.0491	8.1414	27.259	0.0405	0.0333	-0.049
Si	5.4577	8.1252	27.2851	0.0209	0.0362	-0.024
Si	4.1018	1.3673	28.6492	0.3286	0.0349	0.2919
Si	9.5708	1.3673	28.6492	-0.1487	0.0119	0.42
Si	1.3673	4.1018	28.6492	0.0029	-0.0339	-0.2975
Si	6.8362	4.1018	28.6492	0.3395	0.0846	-0.4885
Si	4.1018	6.8362	28.6492	0.0656	-0.199	0.543
Si	9.5708	6.8362	28.6492	-0.1613	-0.0852	0.3575
Si	1.3673	9.5708	28.6492	-0.1652	-0.4108	-0.1372
Si	6.8362	9.5708	28.6492	-0.0591	0.1209	-0.461
Si	0	0	30.0165	-0.0839	-0.0089	-0.0383
Si	5.469	0	30.0165	0.0153	0.0482	0.0197
Si	2.7345	2.7345	30.0165	-0.0289	-0.0294	-0.0256
Si	8.2035	2.7345	30.0165	0.0445	0.0145	0.0128
Si	0	5.469	30.0165	-0.0163	0.0587	0.0083
Si	5.469	5.469	30.0165	-0.0484	0.0564	-0.0118
Si	2.7345	8.2035	30.0165	-0.0819	-0.0615	0.0226
Si	8.2035	8.2035	30.0165	0.0297	-0.0328	-0.0283
Si	1.3673	1.3673	31.3837	0.0145	-0.0573	-0.0081
Si	6.8362	1.3673	31.3837	0.0131	-0.0096	-0.0368
Si	4.1018	4.1018	31.3837	0.0512	-0.0041	0.0013
Si	9.5708	4.1018	31.3837	-0.0085	-0.0387	-0.0386
Si	1.3673	6.8362	31.3837	0.0482	-0.0221	-0.0295
Si	6.8362	6.8362	31.3837	-0.0022	0.0199	-0.0124
Si	4.1018	9.5708	31.3837	0.0009	0.0269	-0.0438
Si	9.5708	9.5708	31.3837	0.0053	-0.0046	-0.0111
Si	2.7345	0	0.6835	0.036	-0.0283	0.0086
Si	8.2035	0	0.6835	-0.0403	0.0554	-0.003
Si	0	2.7345	0.6835	-0.0562	0.0657	0.0256
Si	5.469	2.7345	0.6835	0.046	-0.103	0.0181
Si	2.7345	5.469	0.6835	-0.1053	0.0782	-0.0064
Si	8.2035	5.469	0.6835	0.0542	-0.0054	0.0092
Si	0	8.2035	0.6835	-0.0141	-0.0125	0.0018
Si	5.469	8.2035	0.6835	-0.0412	0.0152	0.0216
Si	4.1018	1.3673	2.0507	-0.0415	-0.0207	-0.0074
Si	9.5708	1.3673	2.0507	0.0096	-0.0943	0.0065
Si	1.3673	4.1018	2.0507	0.1659	0.0217	-0.0204
Si	6.8362	4.1018	2.0507	-0.0469	0.0308	-0.0279
Si	4.1018	6.8362	2.0507	0.005	-0.1127	-0.0043
Si	9.5708	6.8362	2.0507	-0.0206	0.0719	-0.0141
Si	1.3673	9.5708	2.0507	-0.0206	0.0858	-0.0151
Si	6.8362	9.5708	2.0507	0.1086	-0.0078	-0.0163
Si	0	0	3.418	0.3846	0.2661	-0.527
Si	5.469	0	3.418	-0.3079	-0.0923	0.3044
Si	2.7345	2.7345	3.418	0.1252	0.4368	-0.3523
Si	8.2035	2.7345	3.418	0.0273	0.1337	0.4015
Si	0	5.469	3.418	0.3521	0.2796	0.542
Si	5.469	5.469	3.418	-0.4677	-0.4243	-0.5184
Si	2.7345	8.2035	3.418	-0.137	-0.1208	0.6561
Si	8.2035	8.2035	3.418	-0.0402	0.0352	-0.8494
Si	1.3658	1.4344	4.7408	-0.0835	-0.0328	0.0216
Si	6.7556	1.4197	4.795	0.0016	0.0009	0.0283
Si	4.0749	4.1145	4.823	0.0087	0.009	0.0103
Si	9.6034	4.1253	4.8201	-0.0099	-0.0195	0.0045
Si	1.4072	6.8274	4.9441	0.0033	-0.0094	0.0233
Si	6.7971	6.8463	4.6528	0.0033	0.0178	0.0107
Si	4.062	9.5793	4.8543	0.0271	0.0036	0.0075
Si	9.6065	9.5489	4.671	-0.0034	0.0292	0.0636
Si	2.6818	0.1212	6.1756	0.1169	-0.0076	-0.0332
Si	8.2125	-0.0046	5.9246	0.0205	0.0169	0.0194
Si	0.1053	2.8174	6.2117	0.0219	0.0014	-0.0263
Si	5.3931	2.7581	6.2582	-0.0179	-0.0305	-0.0147
Si	2.8306	5.4071	6.4314	-0.0008	0.0156	-0.0268
Si	8.1476	5.5439	6.0103	0.0552	-0.0009	-0.0406
Si	-0.0366	8.3109	6.2146	0.0513	-0.1025	-0.0691
Si	5.4538	8.0769	6.109	-0.0134	0.0068	0.0067
Si	3.6517	1.7869	7.6377	0.1001	-0.1155	0.0888
Si	9.7813	1.1362	7.2168	-0.0253	0.0037	0.0675
Si	1.9106	3.5497	7.7219	-0.11	0.0865	0.0545
Si	6.5422	4.5115	7.3683	0.1038	-0.0736	0.0696
Si	4.7737	6.2914	7.6054	-0.0661	0.0858	0.034
Si	9.0191	7.3351	7.2512	-0.0024	-0.0221	0.083
Si	0.6631	10.378	7.1819	-0.0152	0.0814	0.2837
Si	7.3137	9.1043	7.0619	-0.073	0.0276	0.0059
O	6.6757	9.7734	8.4344	0.0374	-0.0232	0.0368
O	1.5433	3.8041	9.3507	0.0676	-0.0505	-0.0966
O	1.0674	10.5034	8.7991	-0.1092	-0.1808	-0.2228
O	7.4361	3.9543	8.6731	-0.0417	0.0077	-0.0111
O	9.2628	6.7159	8.7874	0.0061	0.0461	-0.042
O	4.0783	1.2918	9.2014	-0.0424	0.048	-0.0825
O	4.5244	6.78	9.2093	0.0175	-0.0498	-0.0362
O	9.1182	1.768	8.6317	-0.0218	0.0272	-0.0137
O	4.9898	-0.0896	23.312	0.0268	-0.0126	0.0061
O	8.014	3.4803	22.8836	-0.0052	-0.0198	0.0447
O	0.5733	0.5035	20.5637	-0.0651	0.0076	0.1201
O	5.5877	5.5266	22.9289	0.0271	-0.0451	0.0775
O	8.0614	8.4181	23.0472	-0.0039	0.0534	0.0188
O	3.1848	1.9972	23.4337	-0.0478	0.0489	0.0549
O	2.1116	8.0948	23.1044	-0.0219	0.0646	0.0307
O	0.3018	0.0555	23.1841	-0.0461	-0.0171	-0.0122
Si	5.2905	1.0628	10.2894	0.0238	0.031	0.0076
Si	7.9328	2.5854	9.4235	0.02	-0.0244	-0.0397
Si	0.1431	6.9515	14.7195	0.0197	-0.0036	0.0184
Si	12.9924	3.2501	19.3287	0.0111	-0.0302	-0.0321
Si	7.5644	12.3309	15.3116	-0.0129	0.0157	0.0032
Si	10.3027	6.9537	10.0109	-0.0313	-0.0063	0.0238
Si	5.9238	13.4391	20.4212	-0.018	0.0094	-0.0157
Si	6.8095	9.5255	10.0192	0.0139	-0.0447	0.0235
Si	-0.4113	7.241	17.832	-0.0068	0.0171	-0.0072
Si	-1.7488	4.92	19.1326	-0.036	0.0127	-0.0534
Si	1.3787	3.4899	16.4733	0.0055	-0.0159	0.0284
Si	1.1628	7.8551	21.8025	0.0315	0.0389	-0.0326
Si	9.4449	9.319	11.4567	-0.0347	0.0353	0.0241
Si	-2.4556	16.454	14.0169	-0.0477	-0.0009	0.0218
Si	5.3099	12.9085	17.3617	-0.0335	0.0386	-0.0125
Si	2.4091	5.87	12.9618	0.0372	0.0374	-0.013
Si	-1.3285	0.1676	13.7513	0.0097	-0.0467	-0.0028
Si	8.6691	2.9652	21.4825	-0.0095	-0.0293	0.0282
Si	9.4677	2.9996	12.1513	0.0728	0.0081	0.0355
Si	5.2464	13.0436	13.3093	-0.0049	0.0283	0.0612
Si	2.1047	8.8118	19.0766	0.0282	-0.006	-0.0096
Si	9.2637	14.8239	16.2896	-0.0012	0.0338	0.0215
Si	2.1624	11.3381	20.2174	0.0103	-0.0263	-0.0808
Si	-6.0958	7.1213	18.9675	-0.0374	0.0371	-0.053
Si	5.2792	7.0893	10.6356	0.0158	0.0028	0.0328
Si	5.4791	5.301	13.0022	-0.016	0.0195	0.0028
Si	14.0318	12.066	15.5102	0.0147	0.0213	0.0226
Si	4.8367	5.2198	21.4999	-0.0171	-0.0151	-0.0604
Si	4.0491	11.8933	22.4931	-0.0205	0.0297	0.0356
Si	11.972	9.4144	9.9737	0.0355	0.1832	-0.0067
Si	2.967	8.5878	11.897	-0.0117	-0.0258	0.0481
Si	3.9175	4.6297	17.4869	0.0257	0.0098	0.0117
Si	7.8472	7.5033	19.0636	-0.0187	-0.0244	-0.0168
Si	1.7134	4.9463	21.6799	-0.0519	0.0292	0.0117
Si	10.4683	0.4513	21.8052	0.0363	0.0285	0.0424
Si	1.4898	-1.057	14.2673	0.0101	-0.0097	-0.0304
Si	9.0478	8.7149	21.7918	-0.026	-0.0339	0.0046
Si	0.9542	4.2896	10.7991	-0.0076	-0.0274	0.057
O	-1.9053	7.9554	17.9859	0.0051	0.0063	0.0126
O	9.2719	10.3118	21.5364	0.0165	0.0161	0.0236
O	-2.4608	5.146	15.6156	-0.0011	0.0007	-0.0003
O	4.8142	-4.4192	20.4978	0.0046	0.0153	0.0228
O	2.4204	-0.3617	15.4221	-0.0049	0.0017	0.0093
O	5.4174	3.7225	13.339	0.0017	-0.0191	-0.0223
O	-0.0318	5.5579	10.5343	-0.0477	0.081	-0.019
O	1.2255	3.8563	20.5819	0.0045	-0.0032	0.0283
O	8.584	13.5468	15.5984	0.0026	-0.002	-0.0012
O	6.6358	12.4616	13.9609	-0.0191	-0.0044	-0.013
O	-2.6466	8.1206	20.4959	0.0297	0.0013	0.0445
O	5.64	4.0941	20.6296	-0.0054	-0.0044	0.0248
O	3.3174	4.7639	21.9515	0.0399	-0.005	0.036
O	6.2843	7.9038	18.7305	0.0064	-0.0089	0.0123
O	4.0023	12.4782	14.2061	0.005	-0.0067	-0.0378
O	9.0411	3.8497	17.906	0.0101	-0.002	0.0218
O	-1.5255	12.5052	12.9292	-0.0178	0.0136	-0.026
O	12.2384	5.8956	14.1769	-0.0185	0.0039	-0.0088
O	-0.136	6.7547	16.3117	-0.0089	-0.0143	-0.0135
O	1.0951	13.9963	18.032	0.0084	0.0191	0.0061
O	-0.4339	8.0203	22.1166	-0.0058	-0.0009	0.0152
O	14.4714	8.0867	18.8152	0.011	-0.0184	0.0338
O	10.475	5.9101	18.8133	0.0002	-0.0037	0.0117
O	3.976	5.8442	13.5095	0.0008	-0.0082	0.0058
O	6.593	12.2302	16.6163	0.02	-0.0191	0.0045
O	5.0429	3.5515	16.9559	0.0026	0.0005	0.0108
O	1.4572	6.4286	21.0931	0.002	0.0063	0.0101
O	9.0064	15.1832	13.1141	0.0108	-0.0082	-0.0291
O	3.3054	4.2309	18.9555	-0.023	-0.0124	0.0089
O	9.5346	7.7027	11.2509	0.0386	-0.0567	-0.0694
O	7.8545	5.8679	19.1542	0.0181	0.0067	0.0153
O	2.6134	9.6359	13.0894	-0.0112	0.0015	0.0172
O	10.9233	9.9392	11.1179	0.0722	-0.0606	-0.1038
O	5.6179	-0.503	10.6624	-0.0135	0.0028	-0.0043
O	8.4257	2.998	10.9092	-0.0264	-0.0137	-0.051
O	4.9784	12.6712	11.744	-0.0042	-0.0045	-0.0372
O	0.8617	8.196	18.2155	-0.011	-0.0072	0.0311
O	2.6009	4.6204	16.4825	-0.0026	-0.0025	-0.0009
O	6.9043	5.8973	13.6383	0.0228	-0.0142	-0.0101
O	3.9898	12.0791	16.8766	0.0168	-0.0132	0.0057
O	2.352	10.4122	18.8706	-0.015	-0.0112	0.0726
O	10.9845	14.0994	11.553	-0.0244	-0.0097	-0.0053
O	4.6758	6.0452	17.7297	-0.0032	-0.0222	-0.0005
O	5.0946	12.7209	21.592	0.0235	0.0026	0.0087
O	8.6174	11.0973	15.0649	-0.0035	0.0186	0.0088
O	11.4947	7.9362	9.4454	-0.0154	0.0321	0.0286
O	3.0564	0.064	21.5524	-0.0116	0.0046	-0.0122
O	9.6482	6.6988	13.9251	0.0055	-0.0116	0.0109
O	6.6484	-3.0057	10.3598	-0.009	0.0058	-0.0159
O	6.6292	1.6349	9.5707	-0.0249	0.0209	0.0021
O	-1.6377	4.1749	20.5751	0.0004	-0.0125	0.0358
O	13.6531	12.7906	19.7542	-0.0155	-0.0047	0.0452
O	-2.6214	-0.9817	10.4687	-0.0201	0.0119	-0.0113
O	11.2146	10.9483	14.0071	0.008	-0.0052	0.0175
O	1.8861	2.2239	15.5942	-0.0104	0.0167	-0.0052
O	1.637	8.8707	20.6419	-0.0188	-0.0055	0.0275
O	-10.1861	8.4653	14.5904	-0.0089	0.0051	-0.0018
O	5.5265	1.9001	18.9646	0.0087	-0.0154	0.0058
O	0.7436	4.8367	22.9835	0.0315	-0.0546	0.0695
O	-8.8598	7.2443	12.1323	-0.0034	-0.003	-0.0116
O	7.5219	2.2215	20.5913	0.0539	-0.0016	0.0478
O	10.8612	3.9408	15.9008	0.0227	-0.0117	-0.0058
O	2.1529	15.6034	11.8705	-0.0097	0.001	-0.0148
O	4.4868	8.0652	11.6969	0.0159	-0.0078	-0.0105
O	9.084	9.7693	12.9624	0.0135	0.0359	-0.0256
O	9.8321	1.9324	21.9295	0.0039	-0.0345	-0.007
O	13.4936	9.3209	10.5127	-0.112	0.014	-0.0383
O	5.5621	5.6687	11.3981	0.0018	-0.0067	-0.0086

Results
free energy: -132955.791 eV
free energy less fixed offsets of O -568.88, Si -635.61 eV per atom: 1.869 eV

The program warned: the cutoff lies below the one the program advises for these potential files; the exchange-correlation potential is rough where the density is thin.
